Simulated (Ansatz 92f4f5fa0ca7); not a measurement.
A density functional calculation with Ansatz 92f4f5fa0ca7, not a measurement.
Periodic cell of 221 atoms, Si132O88H1, from a study of silicon, its oxide and their interface. The atomic structure is a simulated model.
Doubt: the cutoff is far below the 930 eV that the study's wrapper takes by default for these files, so forces and energies are approximate.
This geometry differs little from another in the collection (a relaxation step or a small displacement).

Settings
functional: PBE
potential files: Ansatz PAW
basis: plane waves
wave-function cutoff: 580 eV
density cutoff ratio: 5
exchange-correlation grid ratio: 1
k mesh: 1 x 1 x 1, Gamma-centred
self-consistency stop: 5e-08 eV per atom in the density residual
occupations: fixed
spin: none
net charge: +1 e, with a uniform compensating background and no finite-size correction

Cell vectors (angstrom)
a  10.938  0  0
b  0  10.938  0
c  0  0  32.905

Atoms and the computed forces on them: element, x, y, z (angstrom), force x, y, z (eV/angstrom)
Si  -0.331  0.3118  25.3722  0.0273  -0.0257  -0.0045
Si  5.6904  -0.4366  25.2532  -0.0429  0.0679  0.045
Si  2.5417  3.0438  25.3548  0.0312  -0.0133  0.0297
Si  8.3921  2.5851  25.433  0.0105  -0.0143  0.0252
Si  0.2729  5.251  25.3675  -0.0169  0.0344  0.0378
Si  5.203  5.6523  25.594  -0.0079  -0.0155  0.0463
Si  3.0971  7.8271  25.8983  -0.0544  0.1124  0.0969
Si  8.0935  8.4204  25.3878  -0.0075  0.0012  0.0354
Si  1.3775  1.3954  26.6205  -0.0082  0.0004  -0.0069
Si  6.7409  1.3399  26.5871  -0.0064  -0.0342  -0.0147
Si  4.0255  4.1086  26.8604  -0.017  0.0101  -0.0236
Si  9.6107  4.1109  26.7346  -0.0021  -0.0025  -0.012
Si  1.2698  6.7971  26.8346  -0.002  -0.0168  -0.0312
Si  6.907  6.8309  26.704  0.0051  0.012  -0.002
Si  4.1818  9.6091  26.8399  0.0221  0.0051  -0.0248
Si  9.5515  9.6435  26.7563  -0.0082  0.0088  0.0105
Si  2.7042  0.0394  28.0869  -0.0189  -0.0017  -0.0113
Si  8.1347  0.0428  28.0948  0.0126  0.0155  -0.0144
Si  0.0337  2.7237  28.099  -0.0062  -0.0049  0.0052
Si  5.4617  2.7053  28.0895  0.0116  0.0014  -0.0014
Si  2.7157  5.484  28.2019  0.0331  0.0091  -0.0024
Si  8.2315  5.4608  28.1039  -0.0063  -0.0052  -0.0057
Si  -0.0439  8.2616  28.1288  -0.0072  0.015  -0.012
Si  5.5329  8.1424  28.1469  -0.0127  -0.0195  0.0189
Si  4.1018  1.3673  29.4868  -0.0486  0.004  -0.0834
Si  9.5708  1.3673  29.4868  -0.1161  0.1027  -0.2303
Si  1.3673  4.1018  29.4868  -0.3485  -0.1616  0.3761
Si  6.8362  4.1018  29.4868  0.0626  -0.1628  -0.319
Si  4.1018  6.8362  29.4868  0.1774  0.0806  0.3974
Si  9.5708  6.8362  29.4868  -0.0804  0.0512  0.0121
Si  1.3673  9.5708  29.4868  0.0997  0.1427  -0.1049
Si  6.8362  9.5708  29.4868  0.0358  0.1822  0.1356
Si  0  0  30.854  -0.0579  -0.0083  -0.0302
Si  5.469  0  30.854  -0.0533  -0.118  -0.0077
Si  2.7345  2.7345  30.854  0.0803  0.0536  -0.0068
Si  8.2035  2.7345  30.854  0.0598  0.0353  -0.0066
Si  0  5.469  30.854  0.029  -0.0774  0.0146
Si  5.469  5.469  30.854  -0.0483  -0.0403  -0.0012
Si  2.7345  8.2035  30.854  0.1015  0.0472  -0.0018
Si  8.2035  8.2035  30.854  0.0231  -0.0091  0.0013
Si  1.3673  1.3673  32.2213  -0.0098  0.0403  -0.0256
Si  6.8362  1.3673  32.2213  -0.0131  -0.003  -0.041
Si  4.1018  4.1018  32.2213  0.0053  -0.0269  -0.0075
Si  9.5708  4.1018  32.2213  -0.0554  0.0327  -0.0083
Si  1.3673  6.8362  32.2213  -0.0322  -0.0071  -0.039
Si  6.8362  6.8362  32.2213  -0.0074  0.0058  -0.0208
Si  4.1018  9.5708  32.2213  0.0071  0.0563  -0.0098
Si  9.5708  9.5708  32.2213  -0.0029  -0.0172  0.0006
Si  2.7345  0  0.6835  0.0175  -0.0323  0.0243
Si  8.2035  0  0.6835  -0.0274  0.0303  0.021
Si  0  2.7345  0.6835  -0.0161  0.0238  0.0142
Si  5.469  2.7345  0.6835  0.042  0.0103  0.0207
Si  2.7345  5.469  0.6835  0.0518  -0.0293  0.0165
Si  8.2035  5.469  0.6835  0.007  -0.0437  0.0371
Si  0  8.2035  0.6835  0.0541  -0.0599  0.0159
Si  5.469  8.2035  0.6835  -0.0145  -0.0107  0.0126
Si  4.1018  1.3673  2.0507  -0.0665  -0.0611  0.0299
Si  9.5708  1.3673  2.0507  -0.0218  0.0022  0.0219
Si  1.3673  4.1018  2.0507  0.0072  -0.0169  0.0017
Si  6.8362  4.1018  2.0507  -0.0727  -0.0061  -0.0229
Si  4.1018  6.8362  2.0507  0.0385  -0.0111  0.0215
Si  9.5708  6.8362  2.0507  0.0716  0.1469  0.0081
Si  1.3673  9.5708  2.0507  -0.0642  0.0502  0.009
Si  6.8362  9.5708  2.0507  -0.0364  -0.0345  -0.0071
Si  0  0  3.418  0.0162  -0.34  -0.0868
Si  5.469  0  3.418  -0.2888  -0.4555  -0.124
Si  2.7345  2.7345  3.418  -0.455  -0.2079  0.0351
Si  8.2035  2.7345  3.418  0.0867  0.1212  -0.1212
Si  0  5.469  3.418  0.4082  0.2288  0.2837
Si  5.469  5.469  3.418  0.1817  0.0054  -0.5155
Si  2.7345  8.2035  3.418  -0.1459  -0.0505  0.3048
Si  8.2035  8.2035  3.418  0.4695  0.3605  -0.0796
Si  1.3295  1.3068  4.8163  -0.0027  -0.01  -0.0077
Si  6.8443  1.3233  4.7168  -0.0045  -0.0039  -0.0038
Si  4.0733  4.1367  4.7087  0.0019  0.0012  -0.0074
Si  9.6143  4.0914  4.7702  -0.0002  0.0058  -0.0107
Si  1.3737  6.8728  4.8958  -0.0027  -0.0016  -0.0026
Si  6.9101  6.7953  4.7101  -0.0079  0.0007  -0.005
Si  4.1024  9.5255  4.8285  -0.0012  0.0025  -0.0041
Si  9.6152  9.5742  4.853  0.0004  0.0088  -0.0068
Si  2.6592  -0.1018  6.2289  -0.0012  -0.0015  0.0026
Si  8.1985  0.0507  6.153  -0.0041  0.0004  0.0012
Si  -0.0952  2.6628  6.1816  -0.0026  0.0038  0.0062
Si  5.4173  2.6894  5.9371  0.0008  0.0023  0.0069
Si  2.8361  5.4839  6.2018  -0.0007  0.004  0.0046
Si  8.3027  5.5078  6.1111  -0.0007  -0.0038  0.007
Si  -0.0161  8.216  6.392  0.0094  0.0001  0.0052
Si  5.5555  8.0881  6.0782  0.0046  0.0017  0.0052
Si  3.8747  1.5796  7.2976  0.0003  0.007  0.0066
Si  9.0109  1.7876  7.5938  0.006  -0.0038  0.0094
Si  1.6309  3.7965  7.2825  0.0011  0.0046  0.0197
Si  6.8264  4.0636  7.1496  -0.0002  0.004  0.0042
Si  4.7021  6.3659  7.4704  -0.0085  0.0096  -0.0072
Si  9.2898  7.0218  7.7043  -0.0067  -0.0049  -0.0049
Si  1.3096  9.6046  7.8421  0.0017  -0.0009  -0.004
Si  7.0982  9.3082  7.3607  -0.0084  -0.0003  -0.0255
O  1.4041  4.156  24.8802  0.0048  -0.0196  -0.008
O  6.9335  9.4894  24.9029  0.0156  -0.0344  -0.0111
O  2.7668  2.6991  7.7783  0.0003  -0.0064  -0.0223
O  8.1713  8.2095  7.9711  0.0174  -0.0102  -0.0018
O  5.759  5.1387  7.9045  0.0068  -0.0163  0.0047
O  -2.308  2.4877  18.6684  0.0021  0.0042  0.0067
O  4.1002  6.8333  25.0938  0.0265  -0.0531  -0.1084
O  9.4954  1.4583  24.9605  -0.0126  0.0197  -0.0124
O  2.1752  8.5218  8.7438  0.0078  -0.0022  -0.001
O  0.9089  4.338  8.6496  0.0021  -0.003  -0.0065
O  9.3689  1.1647  9.0828  0.0046  -0.0038  0.0022
O  6.4751  10.0467  8.6717  -0.0127  0.0158  0.0183
O  4.6046  1.052  8.6554  0.0031  -0.0053  0.0015
O  4.4259  7.178  8.8652  -0.004  0.0044  0.0005
O  7.8699  2.974  7.918  0.0012  0.0041  -0.0183
O  9.6715  6.4385  9.2146  0.0019  -0.0032  0.009
O  3.2962  2.4992  24.0038  0.005  0.01  -0.0137
O  4.88  -0.333  23.8338  0.009  -0.0228  -0.0283
O  7.8759  3.382  24.0864  -0.0061  0.0081  -0.0007
O  10.7732  6.0886  24.0356  -0.0106  0.0072  -0.0036
O  8.8205  7.8733  24.021  0.0337  -0.018  -0.0316
O  0.0637  10.631  23.9177  -0.0877  0.0139  0.0764
O  5.5948  4.8037  24.2735  0.0013  -0.001  -0.0003
O  0.933  10.7215  21.3688  -0.0157  0.0277  -0.0414
Si  4.12  6.8117  12.2041  -0.0036  0.0034  0.0046
Si  8.3824  -2.2507  14.6256  -0.0011  0.0027  -0.0032
Si  5.2642  2.9271  13.3241  -0.0016  0.0004  0.0036
Si  6.7162  -3.8691  18.9827  -0.0064  -0.006  -0.0006
Si  8.4195  -9.4871  17.4369  0.0006  0.0056  -0.0056
Si  1.7423  -3.0751  18.3153  0.005  0.0049  -0.0015
Si  0.8484  9.8511  22.7372  0.0796  0.0217  0.0073
Si  11.7422  3.6498  10.1244  -0.0034  0.0012  0.008
Si  5.3257  10.8181  9.5029  -0.0024  -0.0012  0.0071
Si  2.6224  4.1205  12.4148  -0.0037  0.0031  0.0067
Si  13.3314  -5.3639  16.5879  -0.0022  -0.0014  -0.0048
Si  -1.2747  3.1362  19.7548  -0.0019  0.0073  -0.0124
Si  10.8872  1.3149  15.4666  -0.0023  0.0029  -0.003
Si  0.5302  -6.7093  14.546  -0.0009  0.0006  -0.0021
Si  6.481  0.4206  12.2444  -0.0008  0.0028  0.0029
Si  0.2139  11.3809  20.0428  0.0018  -0.0018  -0.0011
Si  14.3054  -5.9454  20.662  0.0033  0.0055  -0.0101
Si  6.7732  -5.7054  11.9505  0  0.0022  0.0055
Si  5.4314  -1.932  13.8601  -0.0014  0.0013  -0.0004
Si  6.5679  3.9479  23.2958  -0.0023  0.0001  -0.0225
Si  9.4902  0.0964  12.8183  0.002  0.0023  -0.0002
Si  10.6971  0.6946  9.9256  -0.0009  -0.001  0.0044
Si  1.6766  -0.2814  17.4475  -0.0035  0.0066  0.0005
Si  4.0771  -3.0293  20.5455  0.0071  0.0328  0.0111
Si  9.1764  -4.8694  13.5137  0.001  0.0015  -0.001
Si  0.8765  -5.7338  19.0555  -0.0001  -0.0027  -0.0087
Si  5.8394  2.5346  16.2325  -0.0003  0.0021  -0.0041
Si  4.0881  2.457  22.5627  -0.0044  -0.0224  0.0003
Si  4.6272  -0.3393  16.3752  -0.0006  0.001  -0.0063
Si  10.016  7.2118  23.1159  0.0283  0.0077  -0.0108
Si  7.4416  -1.3618  17.3777  -0.0014  -0.0015  -0.0058
Si  9.4121  5.6215  10.6194  0.0026  0.0038  0.0061
Si  -2.686  5.3894  21.2092  0.0015  0.0052  -0.0142
Si  3.8236  -0.5547  22.5932  -0.0139  -0.0308  0.0645
Si  4.9597  4.9121  17.8114  0.0065  0.0062  -0.0061
Si  14.4462  -2.6712  9.6524  -0.0026  -0.0008  0.0065
O  1.6965  4.6797  17.7567  0.0002  0.0021  0.0038
O  9.7804  -9.776  16.6374  0.0019  0.0029  0.0011
O  18.9936  0.7931  12.4654  -0.0002  -0.0007  -0.0028
O  6.0094  -1.0999  12.5787  -0.0001  0  0.0002
O  2.8882  -2.7391  19.4527  -0.0046  0.0001  0.0001
O  6.0515  6.126  17.8247  -0.005  -0.0054  0.0082
O  3.7311  -4.4639  21.3094  -0.001  -0.0039  0.0066
O  4.4002  7.8396  13.4253  -0.0001  0.0028  -0.0013
O  -1.1944  6.4684  12.0053  -0.0012  0.0003  0.0025
O  2.2272  4.0267  10.8393  0.0007  0.0021  -0.0032
O  14.5913  -7.2175  21.6372  -0.0006  0.0072  0.0073
O  4.8221  1.2725  16.2926  0.0007  0.0027  0.003
O  5.6508  1.3627  13.2564  -0.0027  0.0058  -0.0007
O  4.2155  4.8568  19.2699  0.0033  0.002  0.0003
O  2.4194  9.7987  23.2474  0.0504  0.0203  0.0253
O  10.3647  4.2955  10.7177  0  -0.0002  -0.0073
O  16.6063  3.4765  17.549  -0.0026  0.0062  0.0042
O  7.9495  0.0205  18.1277  -0.0054  0.0013  0.0059
O  4.2473  -1.7249  21.5376  -0.0061  -0.0482  -0.0297
O  7.3639  1.9618  16.3197  -0.0021  0.0015  0.0024
O  5.7098  2.6517  22.777  0.0036  0.0189  0.011
O  5.8596  -1.1191  17.1082  0.0006  0.0024  0.0058
O  -3.3287  -2.6769  18.3161  0.0013  0.0055  0.0045
O  1.288  0.5957  18.7886  0.0008  0.0008  -0.0054
O  -1.0104  -0.5901  19.8253  -0.0168  0.0086  -0.0041
O  7.6145  5.633  13.2967  -0.0003  0.0024  0.0003
O  7.8228  5.1888  10.6882  -0.0035  0.0017  -0.0031
O  17.0632  -7.1704  12.2273  -0.0013  0.0028  -0.003
O  5.5931  3.3864  14.861  0.0001  0.0004  -0.001
O  10.0087  -6.0728  14.2285  -0.0012  0.0031  0.001
O  -1.8536  -1.3567  13.4494  -0.001  0.0022  0.0003
O  3.2033  7.5729  11.0864  0.0017  -0.0017  -0.0025
O  1.5388  -5.6242  15.2385  0.0011  0.0047  0.0061
O  14.6268  3.0119  12.9308  0.0017  0.0027  -0.0012
O  11.3245  -8.0552  15.441  -0.0013  -0.0012  0.0027
O  9.2253  -3.6401  14.5794  -0.0008  0.002  0.001
O  6.79  -2.5934  14.4736  0.0022  0.0022  0.002
O  9.3532  6.4093  21.8691  -0.0111  -0.0095  0.0052
O  -0.5765  0.8826  13.9707  0.0006  0.0001  0.0003
O  0.157  8.3574  22.6225  -0.0243  -0.0741  -0.0049
O  1.7595  4.9136  20.395  -0.0047  0.0022  0.0058
O  7.6906  -4.8107  19.8826  -0.0039  0.0059  0.0082
O  5.5418  -3.1718  19.8632  -0.0011  -0.0043  0.0008
O  2.4137  -3.7874  17.0039  0.0012  0.0012  0.0034
O  1.0068  -1.7435  17.7606  -0.0011  -0.0011  0.0054
O  3.239  -5.3586  12.7766  0.0009  -0.0004  -0.0037
O  3.7657  0.9628  21.9328  -0.0032  0.0405  -0.006
O  10.6461  -8.955  20.3589  -0.0049  0.0032  0.0057
O  10.4414  4.3706  19.0406  -0.0075  -0.0051  0.0123
O  6.0524  0.6756  10.7074  0.0021  0  -0.0028
O  5.565  -4.6506  11.6238  -0.0003  0.0022  -0.0031
O  12.145  3.8203  13.1377  0.0018  0.002  -0.0019
O  -3.9423  -5.8723  22.2004  0.0039  -0.0089  0.0173
O  3.9529  5.1225  16.537  0.002  0.0021  0.0055
O  8.8461  -7.0513  20.9487  0  0.0055  0.0001
O  -2.5002  -1.509  16.0826  -0.0003  0.0006  0.0021
O  3.2794  -0.5422  17.2613  0.0014  0.0002  0.0045
O  11.6272  2.0184  10.1459  0.0012  0.0041  -0.0051
O  12.1086  0.3775  16.0309  -0.0014  0.0014  0.0024
O  4.226  9.7007  9.9452  0.0032  0.0022  -0.0073
O  11.484  -0.3741  8.9549  -0.006  0.0083  0.0006
O  10.3245  0.0375  11.3915  -0.0039  0.0007  0.0026
O  4.5781  -0.9878  14.8813  -0.0004  0.0014  0.0022
O  0.6311  6.8235  18.9373  0  0.0034  0.0065
H  -1.7707  -0.3772  19.2429  0.0175  -0.0036  0.0025

Results
free energy: -133983.317 eV
free energy less fixed offsets of H -15.97, O -568.88, Si -635.61 eV per atom: -5.387 eV

The program warned: the cutoff lies below the one the program advises for these potential files; the forces do not sum to zero within the program's tolerance; the exchange-correlation potential is rough where the density is thin.
